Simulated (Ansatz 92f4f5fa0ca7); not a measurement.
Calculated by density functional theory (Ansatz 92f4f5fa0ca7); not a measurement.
Periodic cell of 221 atoms, Si131O86B1H3, from a study of silicon, its oxide and their interface. The atomic structure is a simulated model.
Doubt: the cutoff is far below the 930 eV that the study's wrapper takes by default for these files, so forces and energies are approximate.
This geometry differs little from another in the collection (a relaxation step or a small displacement).

Settings: functional PBE; potential files Ansatz PAW; basis plane waves; wave-function cutoff 580 eV; density cutoff ratio 5; exchange-correlation grid ratio 1; k mesh 1 x 1 x 1, Gamma-centred; self-consistency stop 5e-08 eV per atom in the density residual; occupations fixed; spin none; net charge 0.

Cell vectors (angstrom)
a	10.938	0	0
b	0	10.938	0
c	0	0	32.1424

Atoms and the computed forces on them: element, x, y, z (angstrom), force x, y, z (eV/angstrom)
Si	10.7596	0.2331	24.6575	-0.0006	-0.0002	0
Si	5.7585	10.5084	24.6356	0.0016	0.0003	0.0004
Si	2.6154	3.0555	24.5567	-0.0012	-0.0007	0.0007
Si	8.5469	2.4717	24.692	0.0007	0.0003	0.0004
Si	0.3101	5.2136	24.7586	0.0006	-0.0008	0.0012
Si	5.3504	5.6963	24.6247	0.0001	0.0008	0.0018
Si	3.0762	7.8826	24.6857	-0.0004	-0.0007	0.0008
Si	8.1267	8.4153	24.7545	-0.0006	0	0.0011
Si	1.4833	1.3802	25.8742	0.0014	-0.0007	0.0004
Si	6.8652	1.3038	25.8798	-0.0015	0.0004	0
Si	4.1723	4.1346	25.961	0.0012	-0.0014	0.0009
Si	9.6681	4.0338	26.0486	-0.0013	0.0005	-0.0004
Si	1.4725	6.7979	26.036	-0.0003	0.0006	-0.0001
Si	6.9192	6.8153	25.9992	0.0003	-0.0009	0.0003
Si	4.1871	9.4626	26.0323	-0.0015	-0.0001	0.0003
Si	9.6544	9.6152	26.0522	0.0012	-0.0015	0.0007
Si	2.7905	-0.025	27.2863	-0.0004	0.0015	-0.0043
Si	8.2192	0.0067	27.3772	0.0001	0.0003	0.0034
Si	0.1213	2.6813	27.3751	0.0012	0.0024	0.0036
Si	5.5192	2.6971	27.2712	-0.001	-0.0001	-0.0051
Si	2.8106	5.4405	27.4159	0.0005	0.0005	0.0048
Si	8.262	5.421	27.3492	-0.0006	-0.0001	-0.0009
Si	0.0723	8.1903	27.3539	0.0009	0.0028	-0.0007
Si	5.548	8.1456	27.4257	0.0009	-0.0002	0.0046
Si	4.1358	1.3564	28.6736	-0.0018	0.0015	0.0061
Si	9.6151	1.3616	28.725	-0.0028	0.0012	-0.0025
Si	1.4213	4.0781	28.7518	-0.0036	0.0031	-0.0061
Si	6.8615	4.0637	28.6947	-0.0009	0.0062	0.0034
Si	4.1531	6.8116	28.7763	-0.0042	0.0035	-0.0072
Si	9.6098	6.8231	28.7103	-0.0033	0.0017	0.0025
Si	1.4162	9.5772	28.7091	-0.0047	-0.0007	0.002
Si	6.8766	9.5666	28.7533	-0.0021	0.0009	-0.0055
Si	0.0177	-0.0178	30.0884	0.005	-0.0035	-0.0001
Si	5.4775	-0.0056	30.0842	-0.0032	0.0035	-0.0003
Si	2.7687	2.708	30.0912	0.0065	-0.0071	0.0001
Si	8.227	2.721	30.085	-0.0012	-0.0009	-0.0003
Si	0.0245	5.4496	30.0888	-0.0016	0.0003	-0.0004
Si	5.5037	5.4302	30.1007	0.0081	-0.0065	0.0001
Si	2.7565	8.1951	30.0943	-0.0015	0	0.0002
Si	8.2316	8.1873	30.0943	0.006	-0.0069	0.0008
Si	1.3673	1.3673	31.4587	0.1072	-0.0809	-0.0732
Si	6.8362	1.3673	31.4587	0.0622	-0.0132	-0.0552
Si	4.1018	4.1018	31.4587	0.1155	-0.2075	0.0133
Si	9.5708	4.1018	31.4587	0.0273	0.0124	-0.0117
Si	1.3673	6.8362	31.4587	0.027	0.0007	-0.0188
Si	6.8362	6.8362	31.4587	0.1357	-0.1345	-0.0419
Si	4.1018	9.5708	31.4587	0.0501	0.0425	0.0293
Si	9.5708	9.5708	31.4587	0.155	-0.0785	-0.0038
Si	2.7345	0	0.6835	-0.13	0.0817	0.0351
Si	8.2035	0	0.6835	-0.032	-0.0374	0.0764
Si	0	2.7345	0.6835	-0.041	-0.0487	0.1165
Si	5.469	2.7345	0.6835	-0.2838	0.1555	-0.1827
Si	2.7345	5.469	0.6835	0.0198	0.001	0.1232
Si	8.2035	5.469	0.6835	-0.0507	0.176	-0.0023
Si	0	8.2035	0.6835	-0.1164	0.1115	-0.1053
Si	5.469	8.2035	0.6835	0.014	-0.0186	0.1415
Si	4.0856	1.3867	2.044	-0.0031	0.0029	0.0056
Si	9.5569	1.3657	2.0666	-0.0011	-0.0012	-0.0028
Si	1.3565	4.105	2.0595	-0.0015	0.005	0.0043
Si	6.7896	4.1311	2.019	-0.0034	0.0082	-0.0006
Si	4.0875	6.8484	2.0716	-0.0033	0.0036	-0.004
Si	9.5446	6.8737	2.0448	-0.0063	0.0033	0.0055
Si	1.3365	9.5864	2.0432	-0.0017	0.0041	-0.002
Si	6.8393	9.5658	2.0668	0.0002	0.002	0.0043
Si	-0.0406	-0.0367	3.4613	-0.0086	0.017	-0.0112
Si	5.4409	0.0117	3.3851	0.0033	-0.0164	0.0067
Si	2.7027	2.7208	3.4467	-0.0095	0.0038	-0.0063
Si	8.1008	2.7385	3.3455	0.0209	-0.0073	0.0124
Si	-0.0448	5.4994	3.3738	0.013	-0.0113	0.0062
Si	5.4694	5.4864	3.4515	-0.0089	-0.0004	-0.0039
Si	2.685	8.2338	3.4045	0.0167	-0.0173	0.0002
Si	8.2088	8.2262	3.487	-0.0038	0.006	-0.0096
Si	1.3109	1.3353	4.814	0.0173	-0.0037	0.0038
Si	6.7942	1.3646	4.764	-0.011	-0.0017	-0.0033
Si	4.0934	4.0975	4.7933	0.0052	-0.0049	-0.0011
Si	9.3954	4.1854	4.6346	-0.0041	0.0071	-0.0083
Si	1.2922	6.8801	4.7622	-0.0151	-0.0099	-0.017
Si	6.822	6.8749	4.8529	0.0082	0.0013	0.0032
Si	4.0218	9.6509	4.7463	0.01	0.0223	-0.015
Si	9.5625	9.5623	4.9389	0.0004	-0.0168	0.0089
Si	2.5982	-0.0693	6.2748	-0.0109	-0.0076	-0.0004
Si	8.1448	0.0582	6.2273	0.0013	0.0029	-0.0085
Si	-0.2223	2.7733	5.8881	-0.0064	-0.003	-0.0123
Si	5.3915	2.6667	6.1706	0.0048	0.0017	0.0047
Si	2.7209	5.5289	6.0666	0.0134	0.0049	-0.0145
Si	8.1848	5.494	6.2334	0.0007	-0.0082	0.004
Si	0.0393	8.2204	6.3563	-0.0106	0.0058	-0.0047
Si	5.4227	8.3293	6.0973	-0.0021	-0.009	-0.0117
Si	4.2199	1.1346	7.6074	-0.0051	0.0002	-0.01
Si	9.281	1.7312	7.4722	-0.005	0.0008	0.0144
Si	1.0465	4.2706	7.0785	-0.007	0.004	0.0239
Si	6.9559	3.8648	7.4668	-0.0052	0.0063	-0.0125
Si	3.8343	7.1697	7.3594	-0.0074	0.0107	0.0534
Si	9.8693	6.4685	7.681	-0.0027	0.0021	-0.0018
B	1.7965	9.093	7.0103	-0.0355	0.0585	0.0118
Si	6.5008	9.8879	7.5137	-0.0095	0.0108	0.0079
O	2.6417	8.3051	7.7387	0.0491	-0.0503	-0.0115
O	8.1226	2.8061	8.0275	0.0095	-0.0039	-0.002
O	4.2131	6.7921	24.1212	0.0002	0	-0.0017
O	9.6317	1.3504	24.1407	0.0003	-0.0007	-0.001
O	5.3692	0.0409	8.0834	0.0129	-0.0094	0.0053
O	0.0896	5.3128	7.9396	-0.0014	-0.0092	-0.0057
O	1.4035	4.1139	24.1912	0.0011	-0.001	-0.0019
O	6.9808	9.478	24.2341	0	-0.0002	-0.0017
H	7.0915	9.2294	8.7177	-0.0003	-0.0001	-0.0004
O	4.4909	6.6604	8.78	-0.0036	0.0038	-0.016
O	9.3195	6.7511	9.2267	0.0004	-0.0007	0.0033
O	3.6812	1.8618	9.0191	-0.002	0.0033	0.0032
O	1.6472	3.0717	8.0198	-0.0053	0.007	-0.0085
O	6.1076	4.5081	8.7425	-0.0026	0.0022	0.0069
O	10.1174	1.1489	8.7789	-0.0016	0.0011	-0.0036
H	0.3706	10.5096	23.4326	-0.0001	0.0002	-0.0001
H	2.4465	8.505	23.4808	0.0001	-0.0001	0
O	10.653	5.9	23.3977	-0.0001	0.0006	-0.0003
O	6.0234	5.0327	23.2618	0	-0.0002	-0.0011
O	4.994	10.7602	23.201	-0.0001	0	-0.0002
O	7.9854	3.2389	23.3559	-0.0003	-0.0003	-0.0005
O	8.8444	7.8554	23.3884	0.0001	0	-0.0014
O	3.3226	2.705	23.1032	-0.0002	0.0003	-0.0005
Si	6.5879	1.5081	15.4158	-0.0005	0.0001	0.0009
Si	4.9637	10.7769	21.5735	-0.0006	0.0004	0.0011
Si	7.7337	7.5982	16.0231	-0.0005	0.0004	0.0004
Si	5.9762	1.5203	12.2227	-0.0009	0.0005	0.0012
Si	0.8062	0.0331	17.2775	-0.0003	0.0004	0.0004
Si	1.162	1.5396	14.494	-0.0006	-0.0002	0.0006
Si	6.5011	5.2678	17.8617	-0.0009	0.0004	0.0004
Si	10.6922	1.3453	10.2982	0.002	-0.0024	0.0012
Si	7.3132	4.4155	22.4664	0	0.0002	0.0013
Si	3.0894	8.8069	17.1562	-0.0005	0.0002	0.0003
Si	4.0519	5.4495	19.832	-0.0005	0.0002	0.0009
Si	5.3041	4.777	15.1418	-0.0009	0.0004	0.0006
Si	0.12	10.1109	12.454	0.0012	-0.0003	-0.001
Si	1.9564	2.0359	19.1627	-0.0005	0.0004	0.0007
Si	9.5172	6.6563	22.5264	-0.0004	0.0001	0.0012
Si	8.4708	3.2425	11.5793	-0.0006	-0.0001	0.0018
Si	0.2158	7.5677	19.9344	-0.0005	0.0002	0.0006
Si	3.1957	5.1748	11.2811	-0.0001	0.0021	0.0014
Si	9.3246	9.4375	18.0203	-0.0001	0.0002	0.0003
Si	4.9172	1.7145	18.0027	-0.0006	0.0003	0.0002
Si	6.9907	3.1168	19.583	-0.0009	0.0006	0.0006
Si	0.3183	4.5234	15.3978	-0.0006	0.0003	0.0004
Si	2.7303	6.6085	14.9662	-0.0004	0.0004	0.0001
Si	5.5737	5.7773	9.6266	0.0007	-0.005	-0.0014
Si	8.4753	8.1608	12.9891	0.0001	0.0009	0.0012
Si	2.7094	8.1103	12.2608	-0.0007	0.0005	-0.0009
Si	3.5717	2.6319	21.4928	-0.0004	0.0002	0.0011
Si	8.381	6.2704	10.4881	-0.0006	-0.0005	-0.0007
Si	6.9899	0.1587	19.4746	-0.0003	0.0003	0.0005
Si	8.2527	3.9377	14.679	-0.0006	0.0005	0.0011
Si	3.6423	2.9859	13.2699	-0.0009	0.0005	0.0011
Si	3.2464	8.3315	20.23	-0.0006	0.0002	0.0008
Si	5.5865	9.7075	15.5642	-0.0006	0.0003	0.0005
Si	5.5257	9.5169	12.5084	-0.0027	-0.0007	0.0012
Si	2.3578	2.7479	9.4289	0.0035	-0.0039	0.0064
Si	1.3225	4.9336	18.4556	-0.0007	0.0003	0.0003
O	1.444	9.1698	12.0783	-0.0008	0.0004	-0.0001
O	8.4177	4.6533	10.7542	-0.0001	0.0001	-0.0002
O	4.2089	9.7625	16.4375	-0.0006	0.0002	-0.0007
O	4.2446	5.971	14.7854	-0.0004	0.0002	-0.0009
O	4.551	2.3131	12.0889	-0.0004	0.0002	-0.001
O	6.4411	10.4972	20.9011	-0.0004	0.0001	-0.0006
O	7.1268	2.3151	11.3707	-0.0001	0.0004	-0.001
O	2.6387	7.7698	13.8434	-0.0004	0	0.0003
O	5.4987	2.9014	18.9493	-0.0004	0.0002	-0.0004
O	2.26	1.9806	20.7615	-0.0004	0.0003	-0.0007
O	4.5869	3.4682	14.5011	-0.0004	0.0004	-0.0009
O	8.7983	8.495	16.8241	-0.0006	0.0003	-0.0008
O	8.835	7.0287	11.8592	-0.0005	0.0003	-0.0006
O	1.2444	0.9379	16.0005	-0.0005	0.0003	-0.0004
O	6.3472	1.499	13.8085	-0.0004	0.0004	-0.0009
O	4.8063	5.31	10.9945	-0.0004	0.0008	-0.0011
O	9.5987	4.7253	15.2667	-0.0004	0.0001	-0.0007
O	0.4367	0.3885	13.5495	-0.0003	0.0009	-0.0003
O	0.4892	6.1271	19.1944	-0.0005	0.0003	-0.0005
O	1.6093	8.3104	20.3884	-0.0004	0.0001	-0.0008
O	3.7824	6.8379	20.6934	-0.0007	0.0004	-0.0008
O	7.6068	4.225	18.5304	-0.0004	0.0001	-0.0006
O	2.607	4.2289	10.0833	-0.0007	-0.0009	-0.0023
O	6.2618	8.2726	15.8719	-0.0003	0.0003	-0.0007
O	6.7648	10.8491	15.8078	-0.0005	0.0003	-0.001
O	5.0669	9.839	14.0333	-0.0004	0.0004	-0.0003
O	2.9231	4.3175	12.6488	-0.0004	-0.0001	-0.0006
O	2.5322	6.6845	11.4131	-0.0004	-0.0002	-0.0011
O	7.4404	6.3288	17.0309	-0.0004	0.0002	-0.0005
O	2.6179	1.847	13.8188	-0.0004	0.0003	-0.0006
O	7.8376	2.5898	15.5865	-0.0005	0.0004	-0.0011
O	9.7874	2.4409	11.082	-0.0011	0.0011	-0.0003
O	5.4556	4.661	16.7544	0	0.0004	-0.0002
O	5.5179	5.7288	19.1102	-0.0004	0.0002	-0.0009
O	6.9938	8.7638	12.5622	0	0.0003	-0.0015
O	3.304	1.8456	18.2112	-0.0005	0.0003	-0.0007
O	5.7844	10.9213	11.6941	0.0004	0.0005	-0.0008
O	1.6844	9.6095	17.2371	-0.0005	0.0002	-0.0007
O	0.4976	3.037	14.7029	-0.0007	0.0004	-0.0008
O	5.64	0.3289	18.5321	-0.0005	0.0003	-0.0006
O	8.6544	3.5203	13.1664	-0.0003	0.0001	-0.0016
O	2.9223	5.2833	18.6375	-0.0006	0.0002	-0.0006
O	7.7139	1.6438	19.613	-0.0005	0.0001	-0.0008
O	6.8483	6.6866	10.0769	0.0009	0.0026	0.0005
O	10.2234	7.2968	21.2295	-0.0003	0.0002	-0.0005
O	5.3523	1.9013	16.4353	-0.0006	0.0004	-0.0006
O	0.7237	4.7241	16.9586	-0.0004	0.0003	-0.0001
O	1.0085	0.8117	18.6976	-0.0005	0.0004	-0.0005
O	1.4147	5.6098	14.7489	-0.0006	0.0003	-0.0006
O	3.9264	4.1312	20.8575	-0.0002	0.0001	-0.0007
O	8.0719	10.0558	18.8648	-0.0007	0.0003	-0.0004
O	9.7453	9.2355	12.9771	-0.0017	-0.0003	-0.0007
O	10.3096	8.577	18.9818	-0.0007	0.0003	-0.0004
O	10.1594	10.6145	17.2575	-0.0005	0.0003	-0.0006
O	1.3184	1.8546	10.3227	-0.0006	0.0019	-0.0016
O	4.6675	1.4262	21.2212	-0.0005	0.0002	-0.0004
O	10.6255	-0.0989	11.0527	-0.001	0.0015	-0.0007
O	3.6381	8.5012	18.6544	-0.0005	0.0004	-0.0006
O	2.7451	7.3883	16.4067	-0.0004	0.0006	-0.0004
O	8.3674	5.5922	22.0923	0.0003	-0.0001	-0.0005
O	8.3472	7.4692	14.4873	-0.0008	0.0003	-0.0005
O	6.8586	3.7269	21.0729	-0.0001	0	-0.0008
O	4.2108	8.7251	11.8706	0.0004	0.0009	-0.0006
O	6.8678	4.871	14.5739	-0.0003	0.0004	-0.0008
O	3.8998	9.606	21.0615	-0.0003	0.0002	-0.0008
O	1.1323	3.4339	19.0492	-0.0006	0.0003	-0.0006

Results
free energy: -132391.880 eV
free energy less fixed offsets of B -154.04, H -15.97, O -568.88, Si -635.61 eV per atom: -1.340 eV

The program warned: the cutoff lies below the one the program advises for these potential files; the forces do not sum to zero within the program's tolerance; the exchange-correlation potential is rough where the density is thin.
